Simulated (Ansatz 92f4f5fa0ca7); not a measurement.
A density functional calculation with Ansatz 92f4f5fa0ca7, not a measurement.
Periodic cell of 216 atoms, Si120O64H32, with a vacuum gap, from a study of silicon, its oxide and their interface. The atomic structure is a simulated model.

Settings
functional: r2SCAN
potential files: Ansatz PAW
basis: plane waves
wave-function cutoff: 800 eV
density cutoff ratio: 5
exchange-correlation grid ratio: 1
k mesh: 1 x 1 x 1, shifted by 0.5 0.5 0 of a step
self-consistency stop: 1e-11 eV per atom in the density residual
occupations: fixed
spin: none
net charge: 0
applied field: sawtooth along c, amplitude +0.015 V/angstrom in the program's sign convention, ramp centred at 0.9873 of c and 0.0254 of c wide, no dipole correction

Cell vectors (angstrom)
a  10.888  0  0
b  0  10.888  0
c  0  0  39.3666

Atoms: element, x, y, z (angstrom)
Si  0.3892  -0.1377  25.709
Si  2.0228  3.1291  25.7071
Si  0.1699  4.7878  25.8404
Si  1.8606  8.9979  24.9409
Si  5.9214  -0.0476  25.5913
Si  7.8892  3.1281  25.8928
Si  5.6309  5.2744  25.9359
Si  8.1189  8.5154  25.5064
Si  1.3646  1.4025  27.179
Si  3.9336  4.0344  26.9394
Si  1.0826  6.6685  26.8505
Si  4.2143  9.7914  26.8332
Si  6.8689  1.4385  27.0712
Si  9.4752  4.0279  27.3258
Si  6.9595  6.8915  26.9551
Si  9.6145  9.6115  26.9461
Si  -0.0536  2.6327  28.5737
Si  2.8268  0.0556  28.3873
Si  -0.0329  8.1554  28.3263
Si  2.666  5.509  28.2634
Si  5.3531  2.7192  28.3495
Si  8.2383  0.0404  28.3692
Si  5.4639  8.2459  28.2184
Si  8.1857  5.5724  28.4749
Si  1.3549  4.1303  29.7192
Si  4.1102  1.3855  29.8037
Si  1.3982  9.5214  29.6527
Si  4.0949  6.8438  29.607
Si  6.7523  4.1281  29.6837
Si  9.4947  1.3046  29.877
Si  6.8101  9.5598  29.6608
Si  9.5397  6.8861  29.8114
Si  0.0354  -0.0531  31.1104
Si  2.7119  2.7623  31.1003
Si  0.0053  5.4705  31.0981
Si  2.7427  8.1629  31.0215
Si  5.4856  0.0045  31.0858
Si  8.1118  2.756  31.0802
Si  5.4033  5.4787  31.0444
Si  8.1376  8.2252  31.1055
Si  1.361  1.3638  32.4472
Si  4.0774  4.115  32.4502
Si  1.383  6.8219  32.4217
Si  4.1004  9.5154  32.3985
Si  6.799  1.3832  32.4527
Si  9.5142  4.0932  32.4196
Si  6.782  6.8167  32.4234
Si  9.531  9.5279  32.4794
Si  -0.0217  2.731  6.9309
Si  2.7457  -0.0195  6.9016
Si  0.0123  8.1492  6.9398
Si  2.7032  5.4596  6.9397
Si  5.4302  2.7229  6.9408
Si  8.1677  0.0334  6.9411
Si  5.4256  8.1623  6.9374
Si  8.1537  5.4411  6.9087
Si  1.3451  4.0921  8.2944
Si  4.0686  1.3415  8.2819
Si  1.4023  9.5064  8.273
Si  4.0598  6.7997  8.3043
Si  6.819  4.068  8.279
Si  9.5236  1.3719  8.3056
Si  6.7853  9.554  8.2727
Si  9.5283  6.7769  8.2699
Si  0.0561  0.0056  9.5867
Si  2.7033  2.6991  9.6252
Si  -0.0097  5.4439  9.6765
Si  2.7144  8.146  9.7021
Si  5.4066  -0.0109  9.6727
Si  8.16  2.717  9.6811
Si  5.4196  5.3977  9.6048
Si  8.1682  8.1743  9.5688
Si  1.3485  1.3646  11.0064
Si  4.0988  3.9965  10.9836
Si  1.361  6.7709  11.0788
Si  4.0465  9.525  11.0765
Si  6.774  1.3445  11.0193
Si  9.5378  4.0739  11.0365
Si  6.7508  6.8286  10.8689
Si  9.6174  9.4884  10.8737
Si  0.0057  2.7115  12.428
Si  2.6614  0.0076  12.4331
Si  0.0002  8.1822  12.4023
Si  2.7285  5.3173  12.3572
Si  5.4066  2.6407  12.4585
Si  8.2367  -0.0624  12.1682
Si  5.4192  8.1036  12.3527
Si  8.0899  5.4853  12.2109
Si  1.6595  3.7588  13.7835
Si  3.8394  1.466  13.8569
Si  1.0077  9.8578  13.7629
Si  4.2715  6.4797  13.649
Si  6.5551  4.3633  13.5596
Si  9.6278  1.132  13.618
Si  7.1402  9.2433  13.4525
Si  9.2347  7.0012  13.5569
Si  -20.7862  -15.6383  20.5324
Si  6.0687  -10.6769  18.6286
Si  -4.2323  2.9434  18.3618
Si  30.7851  -4.1189  20.3741
Si  13.2781  14.4642  19.36
Si  -6.0098  6.2244  23.152
Si  8.6147  -1.8382  22.5023
Si  -11.2005  11.1768  21.2518
Si  4.4717  4.422  21.0577
Si  -28.1364  16.1088  18.3315
Si  25.6872  -14.1186  16.4296
Si  10.6015  -5.7346  15.7948
Si  -6.9026  -11.5228  20.498
Si  22.4686  1.8148  23.4443
Si  -19.0124  8.0676  22.168
Si  10.7981  -25.4213  18.0969
Si  -31.1717  9.3317  16.8414
Si  -15.6062  32.8804  22.5629
Si  -3.0217  23.2557  20.4837
Si  1.6331  11.524  19.0368
Si  -14.6078  5.0371  21.6934
Si  16.3528  -11.4027  15.7353
Si  19.2479  -18.7628  15.7693
Si  -1.4313  14.7443  23.5736
O  9.8678  -15.5646  14.8259
O  -12.9054  1.7249  14.9388
O  -9.1822  10.755  17.6001
O  15.0725  7.6222  22.7941
O  -6.0208  6.0641  24.7375
O  11.9357  7.1194  19.2452
O  -4.0071  9.5512  25.3243
O  -4.2846  31.9977  14.6239
O  26.6049  -12.8595  16.0111
O  -15.0533  15.0638  25.3834
O  -2.2048  2.7759  24.5156
O  10.1639  5.0444  24.4471
O  2.6554  8.2706  17.2283
O  16.437  12.6532  18.6311
O  -11.8594  -0.937  22.091
O  3.1895  4.2923  18.1143
O  1.5926  20.3592  15.235
O  -3.6533  -11.8891  22.5135
O  3.1029  -1.9306  20.8673
O  13.8489  0.4496  19.9184
O  -8.995  6.7884  21.6998
O  -6.887  5.0278  22.4774
O  3.5126  6.9632  15.0171
O  -0.2097  13.9334  22.9183
O  14.4106  3.2389  20.5066
O  5.4376  5.4251  14.1157
O  18.3432  11.1233  19.4887
O  -9.8557  26.3064  15.0861
O  7.7872  5.7154  20.3635
O  -11.0073  33.5095  24.4754
O  -0.5532  16.9752  21.0223
O  -15.897  -6.5535  18.1167
O  -0.1614  -10.8419  14.1491
O  -14.2186  13.4475  17.0795
O  2.0248  -8.4793  24.1844
O  4.787  -0.1441  21.8065
O  4.4693  -5.273  19.9208
O  4.4276  22.412  15.1793
O  6.2521  -11.0274  17.081
O  -10.7915  -2.2555  17.2894
O  -13.2547  -2.9235  21.3273
O  -13.3808  -6.4882  22.5084
O  20.5045  -17.8393  16.1762
O  12.2961  15.5319  20.085
O  14.2176  20.0267  25.613
O  13.6371  -8.2596  14.3257
O  1.381  29.3191  25.4836
O  -4.4817  -4.7309  22.6074
O  -13.0089  -13.4157  23.9863
O  12.4546  -19.511  18.8715
O  -10.5241  -21.8097  19.8123
O  27.7876  -6.9099  21.2794
O  10.983  5.9559  17.1349
O  -12.421  7.2306  18.8546
O  -3.9904  -9.4443  21.7919
O  8.1633  -2.7611  14.1013
O  -8.9096  8.9141  23.3162
O  7.6902  2.8492  19.6253
O  -6.3045  -4.3612  17.386
O  15.9466  -22.6368  19.2977
O  -3.5532  3.8679  14.8836
O  5.7318  11.4769  24.0861
O  -9.9691  11.8123  22.1147
O  -1.4966  -42.1998  20.9642
H  2.1833  0.5424  33.3796
H  0.5346  2.1809  33.3796
H  3.2467  4.9278  33.3827
H  4.8874  3.2815  33.3827
H  0.5481  7.6303  33.3542
H  2.1919  5.9873  33.3542
H  4.9136  8.6851  33.331
H  3.2781  10.3367  33.331
H  7.6265  0.5671  33.3851
H  5.9684  2.1961  33.3851
H  8.6886  4.9112  33.3521
H  10.3329  3.2683  33.3521
H  7.6026  5.9937  33.3558
H  5.9569  7.6352  33.3558
H  10.35  8.7033  33.4118
H  8.7183  10.3586  33.4118
H  0.8047  1.9138  5.9985
H  -0.8404  3.5558  5.9985
H  3.568  -0.8408  5.9692
H  1.9235  0.8019  5.9692
H  0.8472  7.3407  6.0074
H  -0.8067  8.9738  6.0074
H  3.5339  4.6468  6.0072
H  1.8944  6.2942  6.0072
H  6.2608  1.91  6.0084
H  4.6202  3.5564  6.0084
H  7.3402  0.8494  6.0086
H  8.9805  -0.7974  6.0086
H  6.2507  7.3438  6.005
H  4.6124  8.9926  6.005
H  7.3331  6.264  5.9762
H  8.9793  4.6231  5.9762

Results
free energy: -113758.072 eV
free energy less fixed offsets of H -15.71, O -570.45, Si -639.56 eV per atom: 0.648 eV

Forces (eV/angstrom), in the order of the atoms: element, x, y, z
Si  0.0045  -0.0043  0.0257
Si  0.0071  0.0009  0.0276
Si  -0.013  0.0044  0.0195
Si  0.0063  -0.0033  0.052
Si  -0.0039  -0.0021  0.0459
Si  0.0073  -0.0049  0.0395
Si  -0.0025  -0.0043  0.0167
Si  -0.0094  0.0035  0.0436
Si  -0.0049  0.0005  -0.0094
Si  0.0096  0.0071  -0.0191
Si  -0.0034  -0.0109  -0.0097
Si  0.0066  0.0092  -0.01
Si  -0.002  0.0008  -0.0183
Si  0.0029  -0.0037  -0.032
Si  -0.0051  -0.0041  -0.0205
Si  0.005  -0.0026  -0.0172
Si  -0.007  0.0022  0.007
Si  0.0056  0.0152  0.0071
Si  -0.0134  -0.0089  0.0094
Si  -0.0014  -0.0066  0.0043
Si  -0.0079  -0.0069  0.005
Si  -0.0004  0.0085  0.0095
Si  -0.0003  -0.0036  0.005
Si  0.0131  0.0052  0.0104
Si  0.0005  -0.0023  0.0224
Si  0.0033  0.0025  0.01
Si  -0.0115  0.0133  0.0257
Si  0.0077  -0.0042  0.0144
Si  0.0004  -0.0129  0.0204
Si  0.0124  0.0065  0.013
Si  0.0063  0.0035  0.0261
Si  0.0055  -0.0014  0.0108
Si  0.0198  -0.0269  0.1999
Si  0.0099  -0.0057  0.1868
Si  -0.0076  0.0048  0.1715
Si  0.0036  -0.0031  0.1831
Si  -0.0379  0.0288  0.1727
Si  -0.0069  0.0134  0.1807
Si  -0.0098  0.0208  0.1804
Si  -0.001  -0.0163  0.1953
Si  0.0601  -0.0024  0.2799
Si  -0.1005  0.0515  0.2409
Si  0.0415  -0.0288  0.2866
Si  -0.0183  0.0299  0.2425
Si  -0.0456  0.014  0.4294
Si  -0.0606  0.105  0.3346
Si  -0.0398  0.0642  0.1905
Si  0.0295  -0.0332  0.3813
Si  0.0514  0.0745  -0.2107
Si  -0.0094  -0.0646  -0.3284
Si  0.0141  0.0493  -0.3165
Si  -0.0232  -0.0098  -0.3169
Si  0.1059  -0.0972  -0.287
Si  -0.1504  -0.0897  -0.3447
Si  0.0446  0.0325  -0.2064
Si  0.0988  -0.0978  -0.309
Si  0.0051  -0.0204  -0.1748
Si  0.0106  0.006  -0.1866
Si  0.0053  -0.0161  -0.1845
Si  0.0134  -0.0017  -0.1795
Si  -0.0121  0.0035  -0.1808
Si  0.0289  -0.0082  -0.194
Si  0.0047  -0.0017  -0.1605
Si  -0.0207  0.0235  -0.1802
Si  -0.0069  -0.0101  -0.0105
Si  0.0033  0.0147  -0.0214
Si  0.019  0.0144  -0.0197
Si  -0.0058  0.0087  -0.0213
Si  -0.005  -0.022  -0.0138
Si  -0.0152  0.0003  -0.0209
Si  0.0052  -0.0042  -0.0104
Si  -0.0143  -0.0027  -0.0001
Si  0.004  -0.001  -0.0116
Si  0.0034  0.0005  -0.0029
Si  -0.0041  0.0001  -0.0088
Si  0.0093  0.0003  -0.0076
Si  -0.0049  0.0003  -0.0167
Si  -0.0018  0.004  -0.0123
Si  0.0057  0.0046  0.0033
Si  -0.0068  -0.0064  0.0031
Si  0.0057  -0.0055  0.0075
Si  -0.0083  0.0011  0.0113
Si  -0.0042  0.0082  0.0096
Si  0.0074  -0.0035  0.0135
Si  -0.0011  0.0115  0.0121
Si  0.005  -0.0088  0.0169
Si  0.0068  -0.0074  0.0145
Si  -0.0121  0.0027  0.0094
Si  0.0001  0.0098  0.0169
Si  0.0043  -0.006  0.0167
Si  0.0051  -0.0044  0.0228
Si  -0.0021  0.0047  0.0139
Si  0.0058  -0.0024  0.0125
Si  -0.0073  -0.0031  0.0095
Si  -0.0068  0.0078  0.0073
Si  0.0055  -0.0038  0.0094
Si  0.0023  0.0022  0.0473
Si  0.0015  -0.0013  0.0532
Si  -0.003  0.0019  0.0507
Si  -0.0121  0.0003  0.0464
Si  -0.0005  0  0.0438
Si  0.0019  0.0066  0.0658
Si  -0.001  -0.0002  0.0534
Si  0.0038  0.0004  0.0513
Si  0.0057  0.0038  0.0503
Si  -0.0026  -0.0106  0.0558
Si  0.0028  -0.0047  0.0459
Si  -0.0023  0.0074  0.0511
Si  -0.0027  -0.0061  0.0489
Si  0.0021  0.0023  0.0584
Si  -0.0005  0.0101  0.0588
Si  -0.0039  0.0037  0.0515
Si  -0.0054  0.0071  0.0604
Si  -0.0016  -0.0018  0.0549
Si  0.0061  -0.0023  0.0471
Si  -0.0038  0.0024  0.0442
Si  0.0069  0.0028  0.0506
Si  0.0093  -0.0083  0.045
Si  -0.0058  -0.0005  0.0463
Si  0.0074  -0.0023  0.0537
O  -0.0094  0.0113  -0.0247
O  0.0098  -0.0099  -0.0269
O  -0.0013  -0.0139  -0.0314
O  -0.0056  0.0026  -0.0249
O  -0.0055  0.0064  -0.0383
O  -0.0029  0.0074  -0.0299
O  0.0085  -0.0005  -0.0215
O  0.005  -0.0047  -0.0234
O  0.0023  0.0058  -0.0184
O  -0.0013  0.0043  -0.0074
O  0.007  0.004  -0.0296
O  -0.0096  -0.0003  -0.031
O  0.003  -0.0021  -0.0194
O  0.0016  0.0036  -0.0196
O  0.0051  0.0045  -0.0206
O  0.0025  0.005  -0.0259
O  -0.0046  0.0018  -0.0359
O  -0.0006  0.0018  -0.0225
O  0.0047  0.0096  -0.0239
O  -0.0065  0.0035  -0.0232
O  -0.0103  -0.0114  -0.0279
O  0.0005  -0.0096  -0.0285
O  0.0024  -0.0065  -0.0291
O  -0.0008  -0.0024  -0.0148
O  -0.0072  -0.002  -0.0206
O  0.0021  -0.002  -0.0039
O  -0.0102  -0.0049  -0.0213
O  0.0114  -0.0134  -0.0346
O  0.0046  0.0048  -0.0202
O  -0.0021  0.0096  -0.0271
O  0.0022  0.0028  -0.0148
O  0.0053  0.0019  -0.0145
O  -0.0029  0.005  -0.0136
O  0.0162  0.0017  -0.0355
O  -0.0019  -0.0085  -0.0264
O  -0.0118  -0.0025  -0.0332
O  0.0009  0.0029  -0.0337
O  -0.0121  0.0171  -0.0356
O  -0.0056  -0.0034  -0.0402
O  0.0073  0.006  -0.0202
O  0.0033  -0.0106  -0.0266
O  -0.0154  0.0086  -0.0304
O  0.0016  0.0004  -0.0154
O  0.0037  -0.0065  -0.0196
O  -0.0272  -0.012  -0.0138
O  -0.0014  0.0011  -0.0072
O  0.0147  0.0208  -0.0174
O  0.0068  -0.0036  -0.0225
O  0.0008  0.0005  -0.0319
O  0.0004  -0.0014  -0.0166
O  0.0121  0.0007  -0.0324
O  -0.0061  -0.0032  -0.0157
O  -0.0012  -0.0163  -0.0376
O  0.0092  0.0052  -0.0312
O  0.0079  0.0063  -0.0322
O  0.0014  -0.0021  -0.0217
O  0.0098  -0.0117  -0.0289
O  -0.0066  0.0059  -0.0294
O  -0.004  0.0168  -0.0252
O  0.0088  0.0045  -0.0198
O  -0.0077  0.0042  -0.0283
O  0.0016  0.0008  -0.0392
O  -0.0048  -0.0086  -0.0275
O  -0.008  0.003  -0.0193
H  -0.2137  0.3451  -0.2413
H  0.2393  -0.3371  -0.2644
H  0.3497  -0.3208  -0.2414
H  -0.1989  0.3481  -0.3077
H  0.3621  -0.2027  -0.3058
H  -0.2847  0.3744  -0.2664
H  -0.3661  0.3318  -0.2604
H  0.2563  -0.2703  -0.2939
H  -0.2116  0.3355  -0.2818
H  0.2389  -0.364  -0.25
H  0.3282  -0.2751  -0.2398
H  -0.3086  0.2511  -0.298
H  -0.2888  0.2552  -0.3017
H  0.3377  -0.3727  -0.2265
H  -0.4118  0.2  -0.2304
H  0.3617  -0.1843  -0.2652
H  -0.2487  0.2246  0.2955
H  0.3163  -0.3203  0.2656
H  -0.3206  0.394  0.2255
H  0.2021  -0.2611  0.2825
H  -0.375  0.3437  0.2345
H  0.2384  -0.2473  0.2752
H  -0.2772  0.2716  0.2738
H  0.3145  -0.3899  0.2485
H  -0.3591  0.2772  0.2262
H  0.2617  -0.2827  0.292
H  0.3645  -0.2653  0.2427
H  -0.2448  0.2465  0.2767
H  -0.301  0.2739  0.2881
H  0.3003  -0.3847  0.2695
H  0.2881  -0.2788  0.2895
H  -0.3447  0.2984  0.2298

The program warned: the cutoff lies below the one the program advises for these potential files; the forces do not sum to zero within the program's tolerance; empty levels may hold ghost states of the PAW files; the exchange-correlation potential is rough where the density is thin.
